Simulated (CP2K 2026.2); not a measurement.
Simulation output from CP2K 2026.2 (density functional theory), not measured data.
Periodic cell of 503 atoms, Si360O143, from a study of silicon, its oxide and their interface. The atomic structure is a simulated model.
Doubt: the forces sum to 2.81 eV/angstrom along one axis rather than to zero, so they err by at least 0.0056 eV/angstrom per atom on average; the grid cutoff is modest.

Settings: functional PBE; method Gaussian and plane waves; basis set DZVP-MOLOPT-SR-GTH; pseudopotentials GTH-PBE; grid cutoff 350 Ry, relative cutoff 50 Ry; k points Gamma only; occupations fixed; spin none; net charge 0.

Cell vectors (angstrom)
a 16.32 0 0
b 0 16.32 0
c -7.7964 0.6367 34.2345

Atoms and the computed forces on them: element, x, y, z (angstrom), force x, y, z (eV/angstrom)
Si 14.609 15.988 0.191 -0.055 -0.059 0.076
Si -6.763 15.736 30.786 0.136 -0.506 0.276
Si 1.296 9.299 0.273 0.109 -0.155 0.524
Si -6.779 3.918 33.801 0.117 -0.24 0.506
Si 6.706 10.195 33.695 -0.002 -0.141 0.065
Si 7.072 16.614 32.112 -0.155 -0.18 0.602
Si -5.967 14.2 32.302 -0.153 0.602 -0.354
Si -3.627 15.104 34.209 -0.263 0.364 0.608
Si -4.207 5.22 32.844 0.107 -0.052 0.061
Si 5.094 5.666 1.181 -0.064 -0.09 0.62
Si -2.076 8.898 31.3 -0.068 -0.011 0.069
Si -1.801 12.872 33.215 -0.069 -0.004 0.05
Si 10.091 14.399 0.321 0.289 -0.112 0.611
Si 12.827 1.399 0.297 0.046 0.042 -0.021
Si -0.768 1.876 33.917 -0.035 -0.155 0.703
Si 3.484 5.858 33.58 0.049 -0.463 0.46
Si 2.864 12.697 34.195 -0.132 0.039 -0.044
Si 5.147 12.957 33.873 -0.196 0.246 0.34
Si 0.143 0.325 1.637 -0.006 0.004 -0.097
Si 1.793 2.106 1.458 0.062 0.017 0.011
Si 15.734 4.645 1.534 -0.276 0.111 0.527
Si -5.026 8.218 32.184 -0.1 0.117 0.085
Si 1.186 12.261 0.571 0.413 0.306 0.441
Si 2.8 13.525 1.647 -0.049 0.024 -0.131
Si 5.378 16.283 1.033 0.055 0.002 -0.038
Si 8.17 2.829 1.081 -0.018 0.069 -0.121
Si -0.539 7.662 33.662 0.095 0.034 0.126
Si 8.667 8.694 1.53 0.219 0.138 0.6
Si 6.092 11.445 1.647 0.043 0.123 0.629
Si 7.75 13.31 1.753 -0.228 -0.301 0.291
Si 11.023 0.07 1.42 0.062 0.071 -0.044
Si 13.926 2.957 1.76 0.029 0.018 -0.089
Si 11.525 5.987 1.528 0.004 -0.043 0.06
Si 13.158 7.765 1.516 -0.112 -0.191 0.513
Si 10.316 10.478 1.623 -0.095 -0.112 0.056
Si 13.732 13.973 1.209 0.006 -0.017 0.023
Si 14.999 1.392 3.114 -0.023 0.003 0.052
Si 1.129 3.848 2.941 0.004 0.006 -0.023
Si 14.933 6.645 2.62 -0.008 -0.02 -0.114
Si 1.942 8.797 2.539 0.052 -0.013 -0.001
Si 15.082 12.535 2.526 -0.43 0.165 0.425
Si 1.383 15.003 2.816 -0.029 0.022 0.021
Si 3.933 1.334 2.405 -0.05 0.085 -0.035
Si 6.657 4.179 2.434 -0.018 0.04 0.045
Si 3.719 6.983 2.708 -0.035 0.05 0.007
Si 6.887 9.575 2.815 0.009 -0.058 -0.127
Si 4.216 12.194 2.892 0.072 -0.037 -0.02
Si 6.591 15.042 2.756 -0.022 0.045 -0.014
Si 9.502 1.474 2.568 -0.042 -0.052 0.039
Si 12.311 4.199 2.872 -0.031 -0.037 -0.051
Si 9.657 6.896 2.702 0.013 0.014 -0.091
Si 12.177 9.523 2.75 -0.05 0.005 -0.026
Si 9.396 12.17 2.982 0.068 -0.068 -0.063
Si 12.278 14.978 2.786 -0.009 0.046 -0.016
Si 13.577 16.274 4.227 0.023 -0.051 0.011
Si -0.035 2.675 4.522 0.005 -0.029 -0.037
Si 13.668 5.476 4.247 -0.036 -0.01 0.023
Si 0.109 8.007 3.883 -0.001 0.031 -0.036
Si 13.71 10.965 3.845 0.008 0.052 -0.007
Si 0.027 13.637 4.145 -0.01 0.002 -0.019
Si 2.772 16.374 4.073 0.003 0.033 0.008
Si 5.342 2.737 3.815 -0.029 -0.004 -0.004
Si 2.612 5.36 4.039 0.029 0.023 0.012
Si 5.395 8.132 3.994 -0.018 -0.008 0.063
Si 2.781 10.657 3.94 -0.071 -0.027 -0.026
Si 5.383 13.676 4.254 0.045 0.004 0.015
Si 8.133 16.388 3.95 -0.039 0.012 0.009
Si 10.845 2.769 4.028 0.013 -0.016 0.01
Si 8.138 5.454 3.871 -0.031 -0.001 -0.001
Si 10.902 8.195 4.224 0.022 0.013 -0.036
Si 8.095 10.857 4.365 -0.063 0.061 0.024
Si 10.902 13.581 4.084 -0.017 0.01 0.029
Si 14.985 14.945 5.541 -0.007 0.032 0.016
Si 1.455 1.299 5.593 -0.011 0.004 0.005
Si 14.919 4.12 5.679 -0.03 0.005 0
Si 1.308 6.714 5.442 0.017 0.001 0.005
Si 15.045 9.501 5.213 -0.006 0.013 -0.037
Si 1.408 12.124 5.319 0.022 -0.017 -0.023
Si 4.022 15.023 5.534 0.017 -0.042 0.01
Si 6.733 1.414 5.289 -0.002 -0.011 -0.027
Si 4.068 4.045 5.333 0.017 -0.018 0.031
Si 6.809 6.784 5.32 -0.021 -0.003 0.017
Si 4.109 9.467 5.45 -0.005 -0.046 -0.005
Si 6.748 12.297 5.582 -0.021 -0.023 0.058
Si 9.493 14.998 5.36 -0.008 0.001 -0.001
Si 12.18 1.393 5.447 -0.011 -0.025 0.027
Si 9.461 4.123 5.353 -0.008 0.006 -0.027
Si 12.268 6.83 5.535 0.005 0.014 0
Si 9.526 9.5 5.591 0.033 0.026 0.011
Si 12.319 12.213 5.372 0.077 0.013 -0.01
Si 0.034 16.281 6.889 -0.002 -0.007 0.027
Si 2.787 2.736 6.843 0.011 0.006 0.002
Si 0.008 5.467 6.93 -0.017 -0.027 0.029
Si 2.709 8.101 6.762 0.012 -0.005 -0.024
Si 0.019 10.825 6.704 0.002 -0.011 -0.014
Si 2.685 13.542 6.768 -0.026 -0.014 0.008
Si 5.459 16.38 6.785 -0.004 0.023 -0.018
Si 8.103 2.744 6.709 -0.011 0.008 -0.02
Si 5.44 5.42 6.697 0.004 0.006 -0.007
Si 8.118 8.105 6.812 -0.013 -0.004 -0.006
Si 5.393 10.869 6.846 0.019 0.051 0.022
Si 8.187 13.655 6.817 0.009 -0.008 0.008
Si 10.831 16.33 6.779 -0.004 0.018 -0.01
Si 13.521 2.707 6.88 0.004 -0.003 0.028
Si 10.842 5.437 6.783 0.001 -0.027 0
Si 13.683 8.227 6.749 -0.005 0.008 -0.001
Si 10.949 10.899 6.808 0.026 0.034 0.003
Si 13.605 13.559 6.819 -0.011 -0.009 0.001
Si -1.376 1.35 13.58 -0.013 0.005 0
Si 1.352 4.042 13.6 0.005 -0.021 -0.003
Si -1.37 6.785 13.606 0.012 -0.004 0.009
Si 1.366 9.526 13.609 -0.004 0.017 -0.005
Si -1.347 12.259 13.618 0 0.009 -0.007
Si 1.355 14.936 13.587 0.004 -0.02 0.003
Si 4.06 1.34 13.625 -0.006 0 0.006
Si 6.8 4.079 13.609 0.003 -0.01 0.001
Si 4.07 6.793 13.595 0.004 0.013 -0.006
Si 6.812 9.517 13.561 0.011 -0.012 -0.009
Si 4.088 12.218 13.567 0.011 -0.017 -0.005
Si 6.793 14.975 13.604 -0.022 0.023 0.007
Si 9.527 1.362 13.616 -0.002 0.009 -0.001
Si 12.221 4.081 13.583 -0.018 0.015 -0.005
Si 9.505 6.795 13.576 0.008 -0.006 -0.009
Si 12.257 9.538 13.595 0.007 -0.006 0.007
Si 9.546 12.267 13.575 -0.011 0.008 0.001
Si 12.25 14.962 13.609 0.01 -0.007 -0.013
Si -2.707 16.314 14.971 -0.015 -0.007 0.007
Si -0.024 2.686 14.964 0.019 0.002 -0.004
Si -2.739 5.415 14.962 -0.019 -0.007 -0.008
Si -0.011 8.17 14.941 -0.01 0.007 -0.007
Si -2.705 10.908 14.967 0.004 0.003 0.01
Si 0.021 13.601 14.991 -0.009 -0.01 0.003
Si 2.689 16.277 14.975 -0.003 0.012 -0.005
Si 5.44 2.713 14.954 0.003 0.008 -0.005
Si 2.722 5.407 14.943 0.015 -0.004 -0.004
Si 5.441 8.162 14.925 0.005 0.004 -0.008
Si 2.741 10.881 14.963 0.008 -0.005 -0.002
Si 5.414 13.596 14.927 -0.008 -0.016 -0.012
Si 8.164 16.329 14.973 0.006 -0.001 0.002
Si 10.876 2.737 14.97 0.008 -0.006 0.003
Si 8.153 5.445 14.964 -0.001 0.01 0.004
Si 10.884 8.153 14.909 -0.01 -0.008 -0.011
Si 8.183 10.892 14.9 0.006 0.001 -0.013
Si 10.894 13.618 14.977 0.002 0.011 0.011
Si -1.338 14.964 16.354 0.026 0.023 -0.009
Si 1.294 1.285 16.338 -0.032 -0.01 -0.002
Si -1.391 4.041 16.327 -0.02 0.006 0
Si 1.343 6.78 16.251 -0.006 -0.012 0.005
Si -1.335 9.555 16.32 -0.001 0.007 0.013
Si 1.4 12.24 16.346 0.01 0.008 -0.002
Si 4.033 14.896 16.334 -0.013 -0.021 0.022
Si 6.794 1.369 16.328 -0.002 0.009 -0.006
Si 4.088 4.055 16.321 0.013 0.019 0.009
Si 6.765 6.798 16.302 0.021 -0.03 -0.01
Si 4.109 9.515 16.307 -0.007 -0.007 0.001
Si 6.831 12.269 16.234 -0.003 0.007 -0.002
Si 9.536 14.99 16.342 -0.003 0 -0.005
Si 12.243 1.366 16.311 -0.008 0.022 -0.008
Si 9.511 4.097 16.338 -0.002 0.005 -0.005
Si 12.231 6.814 16.297 0.012 -0.022 -0.013
Si 9.54 9.524 16.248 0.012 -0.011 -0.004
Si 12.266 12.267 16.343 -0.004 0 -0.006
Si -0.031 16.273 17.824 -0.007 0.03 0.016
Si 2.692 2.656 17.596 0.031 0.014 -0.039
Si -0.059 5.482 17.614 0.008 0.016 0.002
Si 2.748 8.077 17.599 0.009 -0.011 -0.045
Si 0.083 10.859 17.7 0.017 -0.025 -0.009
Si 2.679 13.587 17.806 -0.028 -0.001 0.015
Si 5.443 16.252 17.61 0.017 -0.007 -0.005
Si 8.125 2.761 17.713 0 0.006 -0.029
Si 5.447 5.421 17.71 0 0.018 -0.011
Si 8.138 8.199 17.58 0 0.023 -0.017
Si 5.487 10.942 17.597 0.019 -0.007 -0.04
Si 8.178 13.584 17.643 -0.024 0.018 0
Si 10.866 16.402 17.704 -0.016 0.023 -0.006
Si -2.704 2.638 17.721 0.05 -0.03 0.009
Si 10.884 5.467 17.68 0.005 -0.026 0.016
Si -2.74 8.211 17.632 -0.012 -0.004 -0.028
Si 10.911 10.842 17.631 0.008 -0.002 0.005
Si -2.683 13.627 17.721 -0.013 -0.002 0.047
Si -1.434 1.266 19.23 -0.039 -0.019 0.007
Si 1.311 4.059 18.849 0.005 -0.035 0.015
Si -1.385 6.903 18.992 0.02 -0.006 0.035
Si 1.476 9.426 18.997 -0.008 0.068 0.028
Si -1.268 12.239 19.042 -0.006 -0.025 -0.021
Si 1.283 14.905 19.27 0.027 -0.038 0.018
Si 4.021 1.231 18.917 -0.023 -0.003 0.035
Si 6.794 4.104 19.134 -0.001 0.006 -0.012
Si 4.044 6.746 19.048 0.013 0.012 0.007
Si 6.821 9.582 18.945 -0.037 -0.006 0.029
Si 4.163 12.229 19.044 -0.02 -0.024 0.019
Si 6.83 14.951 18.999 -0.016 -0.011 -0.028
Si 9.494 1.458 19.091 0.036 -0.036 0.002
Si -4.037 4.072 18.987 -0.044 0.03 -0.003
Si 9.458 6.874 18.952 -0.004 -0.003 -0.008
Si -4.06 9.534 19.059 0.028 -0.033 -0.004
Si 9.52 12.158 18.948 -0.06 -0.005 -0.001
Si -4.081 15.044 19.031 0.036 -0.011 -0.004
Si -2.87 16.244 20.701 0.029 0.024 0.002
Si 0.002 2.782 20.323 -0.044 0.038 0.059
Si -2.72 5.489 20.317 0.03 -0.05 0.004
Si 0.08 8.161 20.397 -0.004 -0.008 0.018
Si -2.613 10.883 20.367 0.014 -0.033 0.029
Si -0.107 13.511 20.682 0.005 -0.005 0.115
Si 2.725 16.311 20.509 0.016 0.037 0.056
Si 5.323 2.614 20.254 0.076 0.001 0.029
Si 2.617 5.325 20.318 0.033 0.079 0.029
Si 5.301 8.359 20.226 0.409 -0.423 -0.195
Si 3.109 10.539 20.29 -0.053 0.005 -0.724
Si 5.474 13.628 20.417 0.018 0.038 0.049
Si 8.176 16.319 20.387 -0.008 -0.027 0.023
Si 10.823 2.915 20.419 -0.035 -0.029 0.023
Si 8.142 5.614 20.441 -0.083 0.002 0.012
Si 10.786 8.217 20.345 0.015 0.01 -0.004
Si 8.156 10.885 20.398 -0.01 0.055 0.014
Si 10.933 13.522 20.195 -0.013 0.041 0.013
Si -2.08 14.284 21.975 -0.03 -0.028 -0.552
Si 1.77 1.873 21.575 0.043 0.01 -0.577
Si -0.884 4.621 21.519 0.102 0.106 -0.584
Si 0.855 6.255 21.566 -0.129 -0.061 -0.511
Si -1.025 9.749 21.751 -0.115 0.045 -0.72
Si 6.782 7.166 21.654 -0.008 0.007 -0.078
Si 4.364 15.165 21.812 -0.229 -0.072 -0.705
Si 6.491 1.113 21.605 0.107 0.02 -0.654
Si 3.5 3.46 21.437 -0.003 -0.056 -0.072
Si 6.958 11.098 24.428 0.03 -0.042 -0.23
Si -0.104 16.743 26.843 -0.126 -0.075 -0.019
Si 7.086 12.535 21.717 -0.204 -0.323 -0.719
Si 9.403 14.644 21.523 0.015 0.191 -0.724
Si -4.184 1.615 21.853 -0.038 -0.277 -0.746
Si 9.649 4.543 23.975 0.047 0.121 -0.652
Si -4.478 6.496 21.523 -0.275 -0.208 -0.438
Si 9.588 9.665 21.805 0.061 0.004 -0.016
Si -3.777 12.521 21.568 0.005 -0.025 0.032
Si -5.854 8.732 26.99 -0.14 0.049 -0.054
Si -0.719 14.787 24.704 -0.099 0.098 0.112
Si 2.071 3.533 31.06 0.122 0.036 0.105
Si 5.173 15.294 26.962 0.061 0.114 0.027
Si 8.049 2.966 28.852 -0.028 -0.164 0.072
Si 4.616 3.806 32.841 -0.127 -0.003 0.669
Si -4.252 1.288 30.214 -0.064 -0.076 0.119
Si -5.596 11.847 30.336 -0.003 -0.067 -0.014
Si 9.352 9.178 29.914 0.062 0.113 0.02
Si 6.458 9.56 30.648 -0.133 0.068 0.055
Si 5.342 6.253 23.183 0.377 0.041 -0.518
Si 7.29 3.168 31.777 -0.072 0.013 -0.024
Si -2.371 11.872 27.944 -0.093 -0.137 0.005
Si 2.223 14.823 26.923 0.083 0.077 -0.042
Si 2.903 13.633 24.233 0.079 -0.01 -0.167
Si -1.599 8.874 28.286 -0.03 0.211 0.012
Si 4.096 3.737 23.626 -0.217 -0.161 -0.398
Si 10.292 16.341 23.832 -0.033 0.165 -0.096
Si -2.724 11.643 30.784 -0.094 -0.054 0.068
Si 0.798 0.75 31.383 0.47 -0.462 0.08
Si 7.881 16.139 28.312 0.02 0.033 -0.033
Si 4.911 12.426 26.209 -0.009 0.081 0.034
Si 10.016 4.805 21.676 0.058 0.051 0.049
Si -2.115 3.057 23.632 0.128 0.074 0.012
Si 9.938 11.501 25.547 -0.074 -0.149 0.061
Si 1.096 12.03 22.146 -0.386 0.339 -0.464
Si -3.215 7.377 26.445 -0.216 -0.093 -0.105
Si 5.451 4.086 27.538 -0.031 0.062 0.007
Si 7.982 8.525 23.198 0.477 -0.458 -0.057
Si -3.166 8.459 23.538 -0.062 -0.131 -0.216
Si -5.12 13.253 27.601 0.105 -0.061 -0.001
Si 2.348 15.274 31.507 -0.45 0.547 -0.281
Si 1.268 4.994 33.603 0.569 -0.235 0.588
Si -1.493 1.248 29.528 -0.038 0.088 0.074
Si 1.301 12.591 32.367 0.439 0.135 0.45
Si 2.593 6.176 23.959 -0.032 -0.156 -0.08
Si 1.275 9.947 27.615 -0.018 -0.02 -0.146
Si -5.022 10.997 22.881 -0.128 0.137 -0.692
Si 8.497 7.238 25.138 -0.333 0.396 -0.515
Si 5.279 1.775 25.652 0.018 0.026 -0.073
Si -3.995 4.392 25.681 -0.036 -0.017 -0.143
Si -5.401 2.671 27.91 -0.083 -0.097 0.051
Si 3.147 5.498 29.054 -0.056 -0.046 -0.071
Si 3.832 7.848 31.11 0.022 0.002 0.157
Si 2.448 10.585 30.41 0.103 -0.091 -0.04
Si 0.233 1.122 24.115 0.136 0.139 -0.094
Si 5.212 14.365 31 -0.018 0.041 0.076
Si -5.869 16.038 26.802 -0.158 0.025 0.076
Si 7.926 1.939 24.161 -0.122 0.024 -0.065
Si 4.997 11.89 29.306 0.042 0.018 -0.045
Si -2.567 3.037 31.618 -0.006 -0.073 -0.119
Si 3.037 7.461 26.787 0.055 -0.103 0.013
Si 5.807 6.796 26.11 0.098 0.016 0.142
Si 0.352 12.574 26.54 0.05 -0.017 -0.023
Si -1.368 1.352 8.182 0.002 0.005 -0.002
Si 1.393 4.072 8.204 0.011 -0.006 -0.005
Si -1.364 6.859 8.198 0.011 0.007 0.009
Si 1.359 9.487 8.118 -0.004 -0.001 -0.001
Si -1.333 12.181 8.125 -0.016 0.01 0
Si 1.361 14.881 8.196 -0.013 0 -0.005
Si 4.122 1.376 8.197 -0.001 0.013 0.016
Si 6.78 4.086 8.115 -0.018 0.006 -0.015
Si 4.087 6.76 8.114 0.002 -0.014 0
Si 6.785 9.502 8.161 0.003 0.002 0
Si 4.047 12.237 8.177 -0.009 -0.008 0.019
Si 6.807 15.005 8.155 -0.002 -0.019 0.007
Si 9.462 1.382 8.114 -0.006 -0.019 -0.011
Si 12.173 4.088 8.193 -0.011 -0.028 0.011
Si 9.498 6.777 8.167 0.011 0.015 0.016
Si 12.299 9.532 8.152 0.012 0.003 0.004
Si 9.56 12.267 8.144 0.014 0.033 0.005
Si 12.219 14.957 8.133 0.007 0.016 -0.01
Si 13.584 16.302 9.512 0.002 -0.004 0.007
Si 0 2.713 9.532 0 -0.001 0.001
Si 13.576 5.46 9.514 -0.008 0.013 -0.012
Si 0.015 8.178 9.547 -0.004 0.003 0.009
Si 13.631 10.873 9.533 0.001 0.003 0.008
Si -0.016 13.548 9.53 0.019 -0.004 0.018
Si 2.735 16.294 9.507 0.009 -0.015 -0.02
Si 5.461 2.741 9.54 0.004 -0.011 0.01
Si 2.747 5.437 9.541 0.017 -0.011 0.013
Si 5.423 8.135 9.498 -0.023 -0.011 -0.003
Si 2.693 10.857 9.507 -0.021 0.023 0.012
Si 5.44 13.614 9.497 0.004 0.001 -0.008
Si 8.151 16.35 9.527 -0.005 0.013 0.005
Si 10.826 2.708 9.519 -0.011 0.018 0.008
Si 8.138 5.419 9.511 0.004 -0.012 0
Si 10.894 8.162 9.482 0.008 -0.003 -0.024
Si 8.177 10.884 9.481 0.011 0.002 -0.011
Si 10.886 13.617 9.531 -0.002 -0.012 0.011
Si -1.372 14.94 10.868 -0.021 -0.021 -0.005
Si 1.361 1.331 10.869 -0.005 -0.007 -0.004
Si -1.371 4.088 10.87 0.012 0.002 0.001
Si 1.366 6.794 10.889 0.012 0.015 -0.002
Si -1.345 9.523 10.91 0.014 0.011 0.016
Si 1.352 12.212 10.886 -0.023 -0.021 0.007
Si 4.089 14.954 10.884 0.006 0.009 0.006
Si 6.8 1.374 10.902 -0.001 0.02 0.017
Si 4.089 4.074 10.905 0.003 0 0.008
Si 6.787 6.789 10.864 0.008 -0.002 0.001
Si 4.068 9.5 10.858 0.002 -0.009 -0.007
Si 6.812 12.246 10.847 0.004 0.006 -0.001
Si 9.517 14.981 10.88 0.003 0.012 0
Si 12.218 1.353 10.863 -0.007 -0.004 -0.018
Si 9.49 4.068 10.884 -0.014 -0.02 0.01
Si 12.225 6.811 10.88 -0.014 -0.006 0.002
Si 9.538 9.528 10.848 0.012 0.008 0.006
Si 12.261 12.249 10.87 0.026 0.009 0.006
Si -0.008 16.299 12.228 0.012 -0.001 0.002
Si 2.716 2.691 12.239 0.008 -0.001 -0.005
Si -0.002 5.428 12.246 -0.002 0.007 0
Si 2.716 8.16 12.245 -0.007 -0.004 -0.002
Si 0.003 10.885 12.268 0.001 0.013 0.014
Si 2.72 13.582 12.224 -0.012 -0.004 -0.012
Si 5.431 16.327 12.248 0.013 0.002 -0.003
Si 8.159 2.717 12.265 0.003 0.006 0.002
Si 5.445 5.44 12.251 0.001 -0.007 0.001
Si 8.166 8.158 12.198 -0.003 -0.007 -0.005
Si 5.447 10.869 12.196 -0.012 0 -0.01
Si 8.154 13.614 12.231 0.008 -0.003 0.003
Si 10.883 16.323 12.252 0.004 -0.002 0.009
Si -2.739 2.718 12.22 -0.006 0.001 -0.006
Si 10.862 5.437 12.222 -0.01 -0.009 -0.01
Si -2.72 8.156 12.244 0 -0.001 -0.003
Si 10.897 10.889 12.22 0.01 0.009 -0.001
Si -2.714 13.6 12.25 0.001 0.003 0.016
O 2.407 14.772 25.297 -0.199 0.277 -0.199
O 1.758 10.841 0.009 0.639 0.015 -0.415
O -1.068 12.455 27.251 -0.1 0.312 -0.057
O -4.63 14.977 32.892 0.191 0.223 -0.448
O -4.776 6.653 32.422 0.036 -0.152 0.051
O 5.976 6.803 0.397 -0.253 0.486 0.127
O 8.188 8.208 0.023 0.018 0.273 -0.519
O 13.566 8.352 0.019 -0.034 -0.297 -0.516
O -2.778 12.73 31.952 -0.268 0.541 -0.193
O 5.679 11.087 0.082 -0.312 -0.657 -0.211
O 8.462 14.131 0.467 -0.18 0.165 -0.254
O 5.526 13.362 29.76 0.466 0.29 -0.143
O -0.104 11.88 1.498 0.002 -0.37 0.041
O 2.396 11.242 21.57 0.259 0.094 0.291
O 4.228 9.463 20.864 0.058 0.221 0.551
O 5.481 16.297 22.257 -0.09 0.241 0.326
O 2.619 7.082 25.279 -0.246 0.411 -0.055
O 6.084 4.192 32.173 0.286 0.34 0.01
O -7.007 13.872 33.537 -0.603 0.298 0.073
O -3.183 2.754 22.459 -0.027 0.358 -0.222
O -1.235 1.708 23.752 -0.347 -0.223 -0.133
O -2.966 8.191 25.09 0.056 0.379 0.016
O 8.726 5.723 24.604 -0.204 -0.16 -0.012
O 6.085 11.63 34.156 0.014 -0.093 0.209
O 5.302 8.449 30.825 0.24 -0.035 -0.239
O 1.235 16.014 27.408 0.282 0.059 0.27
O 4.898 2.697 26.924 -0.265 -0.103 0.494
O 7.785 1.373 28.761 -0.01 0.07 0.065
O 2.923 4.624 24.373 -0.151 -0.258 0.676
O 0.429 1.445 25.694 0.427 0.392 0.11
O 6.906 3.819 28.136 0.279 0.448 0.096
O -3.178 4.539 31.773 0.288 0.304 -0.449
O 1.102 4.193 32.18 -0.682 -0.317 -0.213
O -4.539 3.63 26.976 0.331 0.273 0.066
O 1.471 13.442 27.34 0.166 -0.284 0.488
O 7.344 7.263 26.32 0.108 0.362 0.641
O 1.583 13.848 31.364 -0.151 -0.149 -0.504
O 9.674 8.815 28.382 -0.166 -0.136 0.072
O 8.8 0.591 24.059 -0.195 -0.141 -0.038
O 5.304 13.464 32.336 -0.007 -0.424 0.016
O 8.407 11.319 25.098 -0.005 0.227 -0.026
O -5.457 15.89 25.255 0.416 -0.403 -0.041
O 3.847 14.393 23.158 -0.011 -0.189 0.244
O -2.209 12.385 29.466 0.405 0.382 -0.053
O -0.247 12.756 32.824 -0.001 0.07 0.097
O 6.589 12.099 23.212 -0.253 0.091 0.085
O 6.715 10.236 32.09 0.128 0.188 -0.071
O 1.202 6.409 23.181 -0.508 -0.005 0.437
O 8.26 13.615 22.053 -0.016 -0.072 0.406
O 8.642 15.321 29.5 0.059 -0.407 0.103
O -1.716 10.476 31.254 0.535 0.106 0.041
O 9.44 3.284 28.102 -0.092 0.436 -0.38
O 5.893 11.303 25.61 0.003 -0.518 0.187
O 2.781 9.06 30.856 -0.426 -0.025 0.063
O 4.968 16.539 25.941 -0.089 -0.026 -0.457
O 1.73 12.865 23.4 -0.086 -0.085 0.122
O -6.779 10.768 30.203 -0.603 0.176 0.232
O 10.794 11.77 24.214 0.285 0.259 0.146
O 1.385 1.75 23.187 0.156 0.105 0.367
O 0.235 6.254 33.577 -0.013 -0.073 -0.136
O 4.3 4.731 0.077 0.094 -0.124 0.189
O -0.044 13.385 25.176 0.195 -0.249 -0.52
O -5.194 4.599 24.627 0.256 0.359 0.04
O -1.917 7.604 27.353 0.491 -0.462 0.142
O 8.939 3.156 24.399 0.142 0.024 0.217
O 10.231 15.072 22.857 0.499 -0.485 0.192
O -3.431 5.82 26.146 0.295 0.037 0.187
O 1.474 2.076 30.718 0.277 0.069 -0.386
O -5.509 4.269 32.877 -0.063 -0.269 -0.608
O -1.196 4.279 23.108 0.353 0.125 0.47
O -3.699 12.528 27.29 0.158 -0.15 -0.34
O 2.384 8.889 27.123 0.381 0.341 -0.011
O -2.226 14.306 33.855 0.522 0.159 0.092
O -5.468 16.576 30.301 0.253 -0.233 -0.23
O -1.668 2.812 32.931 0.046 0.524 0.239
O -0.033 10.868 22.484 0.03 0.077 0.653
O 0.234 15.828 23.871 0.621 -0.225 -0.293
O 4.442 4.618 28.667 0.039 -0.305 0.411
O -5.42 1.175 27.311 0.061 0.032 -0.199
O -0.038 9.15 28.074 0.255 -0.252 0.11
O -1.728 8.801 22.883 0.301 -0.272 0.143
O 3.761 6.586 22.882 -0.215 0.339 -0.626
O 3.661 7.188 32.585 -0.077 0.216 0.094
O 0.956 11.058 26.457 -0.003 -0.32 -0.597
O -1.018 8.084 32.189 0.018 -0.262 -0.447
O 8.65 16.686 31.733 0.434 0.19 0.483
O -2.971 0.573 29.505 -0.152 -0.755 -0.106
O -3.873 7.133 22.926 0.139 -0.098 0.533
O -4.192 11.047 30.437 -0.07 -0.697 -0.005
O 1.464 11.215 31.521 -0.175 -0.397 0.032
O 6.365 15.647 28.007 -0.006 0.017 0.039
O 6.873 1.892 25.379 0.338 0.191 0.46
O 6.51 1.748 31.647 -0.559 0.195 -0.134
O -4.413 8.085 27.273 0.005 -0.136 0.621
O 5.593 7.079 24.546 0.133 0.6 0.112
O 4.57 11.967 27.736 -0.377 0.09 -0.104
O 8.836 15.938 27.011 -0.292 -0.041 -0.465
O -5.732 8.958 33.451 -0.095 -0.292 0.16
O 3.775 11.506 30.299 0.115 0.396 0.393
O -1.711 2.732 30.239 0.355 0.488 -0.332
O 7.109 2.073 22.776 0.08 0.324 -0.091
O -2.409 10.245 27.897 -0.457 -0.173 -0.165
O 16.001 9.265 0.017 -0.289 -0.195 -0.058
O 5.604 5.22 26.401 0.076 -0.172 -0.315
O 4.663 7.601 26.934 0.126 0.458 0.498
O -5.051 1.108 23.145 0.04 0.187 0.304
O 2.093 4.477 29.743 -0.552 -0.074 -0.369
O -0.509 16.707 30.484 0.008 -0.446 -0.198
O -4.702 2.582 29.358 -0.15 0.586 0.166
O -3.548 8.802 31.94 0.156 0.324 0.045
O -5.814 10.206 26.332 0.155 -0.014 0.205
O 3.581 3.357 31.641 0.121 -0.139 -0.177
O -5.699 12.746 31.655 0.3 -0.344 0.368
O 3.787 15.115 30.755 0.04 0.175 -0.621
O 9.821 7.735 25.903 0.331 -0.338 0.064
O -5.613 12.832 29.072 -0.187 0.416 0.189
O -1.981 8.387 29.778 -0.133 -0.602 -0.011
O 4.416 2.346 24.403 -0.387 -0.512 -0.278
O -2.83 3.491 25.007 0.299 -0.1 0.274
O 0.229 4.648 0.075 0.102 0.564 -0.174
O 3.577 6.641 30.088 0.158 0.006 0.074
O -4.075 9.766 23.359 0.212 0.153 0.206
O 2.731 15.524 33.063 0.611 0.264 0.025
O 6.342 15.505 31.181 0.055 0.04 -0.546
O 5.456 4.661 23.545 0.361 -0.187 -0.069
O -5.064 14.867 27.576 0.161 0.254 0.087
O -3.756 1.906 31.636 -0.206 -0.178 0.593
O 6.897 9.616 23.8 -0.26 0.065 -0.082
O -1.069 15.634 26.079 -0.592 -0.287 0.334
O 8.056 3.468 30.392 0.139 0.18 -0.088
O 0.276 1.048 32.925 0.267 -0.319 0.359
O -5.984 8.365 30.896 -0.096 -0.197 -0.136
O -1.894 14.449 23.629 -0.331 0.139 0.153
O 10.105 12.779 26.513 -0.394 0.402 0.101
O 1.791 10.677 28.949 -0.018 0.201 -0.094
O 2.53 6.261 27.763 -0.545 -0.112 -0.275
O 3.688 15.019 27.608 -0.127 0.057 0.543
O 5.595 13.908 26.227 0.422 0.117 -0.416
O -0.878 1.214 28.024 0.104 0.225 -0.186
O 7.807 8.813 30.178 0.035 -0.571 0.076
O 3.649 12.532 25.182 -0.359 -0.418 -0.187
O 6.097 10.717 29.559 0.404 0.073 -0.483
O 8.424 3.112 32.932 -0.084 -0.473 0.2

Results
total energy: -101210.134 eV
total energy less fixed offsets of O -438.35, Si -107.03 eV per atom: 4.716 eV
